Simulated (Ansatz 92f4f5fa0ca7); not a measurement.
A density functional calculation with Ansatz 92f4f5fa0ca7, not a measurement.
Periodic cell of 219 atoms, Si133O78N8, from a study of silicon, its oxide and their interface. The atomic structure is a simulated model.
Doubt: the cutoff is far below the 930 eV that the study's wrapper takes by default for these files, so forces and energies are approximate.
This geometry differs little from another in the collection (a relaxation step or a small displacement).

Settings: functional PBE; potential files Ansatz PAW; basis plane waves; wave-function cutoff 580 eV; density cutoff ratio 5; exchange-correlation grid ratio 1; k mesh 1 x 1 x 1, Gamma-centred; self-consistency stop 5e-08 eV per atom in the density residual; occupations fixed; spin none; net charge 0.

Cell vectors (angstrom)
a 10.938 0 0
b 0 10.938 0
c 0 0 31.2609

Atoms: element, x, y, z (angstrom)
Si -0.3143 0.0988 23.4922
Si 5.5258 -0.2066 23.8114
Si 2.5553 2.9992 23.9278
Si 8.5167 2.5145 23.7563
Si 0.2528 5.1379 23.9794
Si 5.1608 5.7 23.7529
Si 2.717 7.6468 23.6713
Si 7.8919 8.6467 23.8441
Si 1.3331 1.2446 24.9317
Si 6.8026 1.3861 25.0308
Si 4.1271 4.1402 25.2173
Si 9.5569 4.0222 25.204
Si 1.354 6.7255 25.3045
Si 6.752 6.9182 25.0462
Si 3.9479 9.4169 24.9585
Si 9.5558 9.6485 25.1371
Si 2.7084 -0.0541 26.3882
Si 8.1791 0.0625 26.4837
Si 0.0535 2.6544 26.467
Si 5.4974 2.7276 26.4808
Si 2.7713 5.4442 26.598
Si 8.1543 5.4992 26.4311
Si -0.0231 8.228 26.4837
Si 5.41 8.24 26.4599
Si 4.1018 1.3673 27.8426
Si 9.5708 1.3673 27.8426
Si 1.3673 4.1018 27.8426
Si 6.8362 4.1018 27.8426
Si 4.1018 6.8362 27.8426
Si 9.5708 6.8362 27.8426
Si 1.3673 9.5708 27.8426
Si 6.8362 9.5708 27.8426
Si 0 0 29.2099
Si 5.469 0 29.2099
Si 2.7345 2.7345 29.2099
Si 8.2035 2.7345 29.2099
Si 0 5.469 29.2099
Si 5.469 5.469 29.2099
Si 2.7345 8.2035 29.2099
Si 8.2035 8.2035 29.2099
Si 1.3673 1.3673 30.5771
Si 6.8362 1.3673 30.5771
Si 4.1018 4.1018 30.5771
Si 9.5708 4.1018 30.5771
Si 1.3673 6.8362 30.5771
Si 6.8362 6.8362 30.5771
Si 4.1018 9.5708 30.5771
Si 9.5708 9.5708 30.5771
Si 2.7345 0 0.6835
Si 8.2035 0 0.6835
Si 0 2.7345 0.6835
Si 5.469 2.7345 0.6835
Si 2.7345 5.469 0.6835
Si 8.2035 5.469 0.6835
Si 0 8.2035 0.6835
Si 5.469 8.2035 0.6835
Si 4.1018 1.3673 2.0507
Si 9.5708 1.3673 2.0507
Si 1.3673 4.1018 2.0507
Si 6.8362 4.1018 2.0507
Si 4.1018 6.8362 2.0507
Si 9.5708 6.8362 2.0507
Si 1.3673 9.5708 2.0507
Si 6.8362 9.5708 2.0507
Si 0 0 3.418
Si 5.469 0 3.418
Si 2.7345 2.7345 3.418
Si 8.2035 2.7345 3.418
Si 0 5.469 3.418
Si 5.469 5.469 3.418
Si 2.7345 8.2035 3.418
Si 8.2035 8.2035 3.418
Si 1.48 1.3092 4.7104
Si 6.8551 1.3457 4.8363
Si 4.0439 4.2072 4.8449
Si 9.5215 4.1103 4.8388
Si 1.3997 6.7935 4.787
Si 6.8203 6.7637 4.8893
Si 4.1531 9.592 4.7619
Si 9.4826 9.6356 4.7065
Si 2.8877 0.045 6.1711
Si 8.2992 0.0374 6.2738
Si 0.1014 2.6929 5.9466
Si 5.4007 2.7465 6.1031
Si 2.7646 5.6299 6.4015
Si 8.1614 5.3966 6.4309
Si -0.1168 8.1781 5.8847
Si 5.4224 8.2277 6.1782
Si 3.8671 1.7545 7.6049
Si 10.2356 0.998 7.3667
Si 1.485 3.8776 7.4212
Si 6.796 3.741 7.6798
Si 3.6519 7.5355 7.7669
Si 9.4969 7.0896 7.5383
Si 1.2912 9.5748 7.062
Si 7.1537 9.2603 7.4271
O 10.7228 -5.0297 22.5987
N 4.4873 1.9145 20.1629
N 3.8084 6.462 22.8896
O 9.5268 1.3208 23.2064
O 6.665 4.7677 11.706
O 11.2116 -0.2663 7.8029
O 2.1283 6.5326 9.9869
N 2.0477 8.3394 8.0589
O 11.5936 4.2141 8.794
N -0.3925 6.668 8.91
O 11.0225 7.4569 12.6388
O 2.6197 2.7826 7.8691
O 8.9087 6.0363 12.0689
O 4.4803 1.6435 9.1588
O 4.8653 4.769 13.7682
O 1.5475 7.9727 22.4984
O 6.1746 5.0911 22.6238
O 4.8803 11.3927 22.4441
N 10.8992 10.2277 21.8938
O 12.2993 4.0281 23.4608
O -2.6917 3.4539 22.4285
Si 3.4198 8.8182 19.5515
Si 4.6652 1.5041 16.3521
Si -1.2465 9.0662 21.2939
Si 6.3804 3.8295 17.1428
Si 5.1756 0.5449 19.2706
Si 9.498 2.225 13.1935
Si 4.2872 -3.1033 16.8123
Si 18.4059 1.0344 11.6394
Si -3.7338 8.1438 14.6852
Si 10.7178 1.3282 18.309
Si 1.2232 -0.2435 20.7414
Si 11.589 6.8795 21.5945
Si 4.9206 -0.9648 14.7565
Si 8.1134 -0.2974 18.9593
Si 12.0026 11.3659 12.9921
Si 8.2717 -6.2867 11.4772
Si 3.4542 6.1665 21.1701
Si -0.3551 5.0882 9.7069
Si 1.636 12.7649 15.7881
Si 3.7867 12.33 21.6673
Si 8.9216 2.5846 9.3559
Si 3.5513 9.8676 11.91
Si 10.4983 5.9305 12.5252
Si 15.9824 3.589 19.9141
Si 7.3286 4.533 21.6333
Si 5.0635 4.8041 12.1197
Si 9.1067 6.5043 19.8475
Si 14.4088 -3.7939 10.7013
Si 9.5049 -6.7677 17.9058
Si 10.7529 8.8052 11.7493
Si 12.0007 -3.3346 9.2958
Si -5.6724 5.7753 15.0196
Si -0.2689 4.0291 15.1094
Si 7.7492 -2.0211 11.8062
Si -5.7112 -8.2185 10.1538
Si 5.529 8.9285 9.9257
Si -3.5361 -2.8922 17.5346
O 4.3513 -7.34 11.2471
O 2.9536 8.3599 11.68
O 12.1249 3.3469 15.3682
O 4.4485 9.7318 13.2442
O 4.1273 4.7943 20.5651
O 24.2537 11.5042 21.5542
O 4.0461 -4.4925 15.9296
O 9.2745 0.5744 18.2282
O 4.8075 0.6137 17.6973
O -0.5792 2.9056 18.4694
O 8.0461 -3.2045 16.039
O 8.7522 8.4254 22.465
O 8.0397 8.3762 13.3208
O 11.1925 -5.7671 11.2448
O 8.5295 1.5015 10.5034
O 10.7769 5.1628 13.9363
O 4.5747 10.0711 10.6513
O 5.9536 3.8404 9.1401
O 8.742 -1.0968 20.2263
O 8.2153 1.2249 13.0964
O 3.1507 2.1019 16.3328
O -0.8653 4.6954 16.4635
O 13.3598 11.0669 12.0763
O 4.0404 9.0836 15.7935
O 3.4487 2.7019 22.5652
N -1.9144 -6.6807 9.9016
O 8.1694 5.7759 20.992
O 0.6102 0.74 19.5839
O -6.4334 -0.8879 19.7399
O -2.6433 -2.7688 7.9563
O 18.5111 -1.3127 17.8231
O -6.6386 -4.7912 11.6503
O 1.945 -1.5339 19.9995
N 4.4537 7.6727 9.3492
O 6.2677 -5.8876 16.0804
O 7.1184 -0.5263 11.7
O -1.7039 8.9342 11.1621
O 6.5629 3.6758 20.4935
O 7.888 2.546 8.0725
O 6.1019 6.9944 14.3327
O 9.8381 5.328 19.0004
O 6.6982 9.6712 23.3404
O 0.6658 -13.083 10.3501
O 0.6917 1.1649 16.9585
O 6.4773 -1.3685 14.9807
O -4.7975 1.8706 11.2269
O -1.9838 -7.4123 12.4101
O 12.5046 11.7117 14.5182
O 5.9433 2.5114 16.2902
O 3.9507 7.5661 20.4624
O 17.7476 0.5638 19.4666
O 11.1253 10.0015 12.7936
O 3.2722 -2.7669 18.0466
O 15.7218 11.5535 15.0132
O 6.3474 -1.1765 8.7853
O 10.9331 12.578 12.6032
O 7.9028 3.8158 17.7424
O 10.251 1.8681 8.7752
O 9.7002 2.754 14.7206
O 6.5938 -2.8067 10.9355
O 5.2369 14.8532 18.3206
O -5.1409 7.7253 17.4609
O -2.8248 7.2472 18.7649
N -0.6018 7.5849 20.5719
O 1.8352 6.016 20.8522

Results
free energy: -131990.757 eV
free energy less fixed offsets of N -385.13, O -568.88, Si -635.61 eV per atom: -0.947 eV

Forces (eV/angstrom), in the order of the atoms: element, x, y, z
Si 0.0031 -0.0266 0.0416
Si -0.0142 0.0332 -0.024
Si 0.0481 -0.0492 0.0601
Si 0.0076 -0.025 -0.0132
Si 0.0108 0.0466 0.0574
Si -0.0034 0.0232 0.0984
Si 0.0332 -0.0249 0.0149
Si -0.005 -0.083 0.1234
Si 0.0337 0.0141 0.0027
Si -0.0205 0.0122 0.0131
Si -0.0082 0.0139 -0.041
Si -0.0004 0.01 -0.003
Si -0.017 -0.0473 -0.0398
Si -0.0213 0.0375 -0.0663
Si -0.0129 0.018 0.0112
Si -0.004 -0.0038 -0.0346
Si -0.0228 -0.0113 -0.0127
Si -0.0038 -0.0053 0.015
Si -0.0082 -0.0136 0.0138
Si -0.0085 0.0004 -0.005
Si 0.0139 0.0015 -0.0035
Si 0.0014 -0.0029 0.0099
Si -0.0031 0.0047 -0.0029
Si 0.0301 -0.0368 0.0031
Si -0.1008 -0.2768 -0.4917
Si 0.0869 0.1282 0.2304
Si -0.0038 -0.5643 0.3442
Si 0.06 0.1321 -0.0122
Si 0.3246 0.311 0.5664
Si -0.2574 0.0363 -0.2213
Si -0.0332 0.0706 -0.0719
Si -0.2027 0.2112 -0.1535
Si -0.0388 -0.0463 -0.0131
Si 0.0167 -0.0664 0.0034
Si -0.1441 0.0093 0.0193
Si 0.1526 0.0893 -0.0158
Si -0.0665 -0.1165 -0.05
Si 0.0173 0.0618 0.0214
Si 0.0349 0.0257 -0.0022
Si -0.0384 -0.0655 -0.0224
Si 0.0105 -0.0216 -0.0096
Si -0.0431 0.0714 -0.0266
Si 0.0585 -0.0479 -0.0144
Si -0.04 -0.0111 0.0032
Si 0.0119 0.0231 -0.0373
Si -0.0218 -0.0136 0.0037
Si -0.0172 -0.0174 -0.0026
Si 0.0368 0.0484 -0.0247
Si -0.0331 -0.0126 0.0479
Si 0.0188 -0.0833 0.0401
Si 0.0144 0.0408 -0.0277
Si 0.0255 -0.0338 -0.0211
Si -0.0373 -0.0225 0.046
Si 0.0322 0.0048 0.051
Si -0.0149 -0.0073 0.0044
Si -0.0303 0.0641 -0.0331
Si 0.2079 0.2522 -0.0018
Si 0.141 0.1127 0.0125
Si -0.1322 -0.1614 0.0196
Si -0.0989 -0.0926 0.0261
Si 0.1262 0.1231 0.0081
Si 0.0259 0.0226 0.0872
Si -0.0815 -0.0434 -0.0044
Si -0.1257 -0.1346 -0.0456
Si 0.1511 -0.0566 -0.3378
Si 0.4671 0.1283 -0.1683
Si 0.3924 0.4964 -0.1874
Si -0.1801 0.0198 0.2775
Si -0.0626 -0.2607 0.2636
Si 0.0153 -0.0649 0.2276
Si 0.0263 0.0458 0.1481
Si -0.6654 -0.249 0.0885
Si -0.029 -0.003 -0.0072
Si -0.0115 0.0083 0.0011
Si 0.0084 0.0269 -0.0049
Si -0.0296 0.0053 -0.0267
Si 0.0176 -0.0073 0.0013
Si 0.0235 -0.0476 -0.0292
Si 0.0293 -0.0159 -0.0131
Si -0.0052 -0.004 0.0209
Si 0.0212 -0.0286 0.0024
Si -0.0171 0.0042 0.002
Si 0.0175 -0.0219 0.0291
Si 0.0413 -0.0098 -0.0151
Si -0.0949 -0.1325 0.015
Si 0.0595 0.0837 -0.0041
Si 0.0222 0.0059 0.0655
Si -0.1187 0.0335 0.0759
Si -0.0035 -0.0246 0.0018
Si -0.0173 0.0385 -0.0598
Si 0.0647 0.156 -0.2424
Si -0.0128 -0.012 -0.0047
Si 0.1169 0.0476 -0.1213
Si -0.0403 -0.0444 -0.1227
Si -0.0124 -0.0242 -0.0473
Si 0.0024 0.017 -0.0254
O 0.0033 0.0147 -0.0399
N 0.0132 0.012 -0.0372
N -0.0278 0.0106 -0.0408
O -0.0247 0.0427 -0.0145
O -0.0003 0.0007 -0.0078
O 0.026 -0.0387 0.0312
O 0.0085 -0.0038 -0.0063
N -0.0166 -0.0038 0.028
O -0.0498 -0.0342 0.1631
N 0.0257 0.0011 0.0503
O -0.0032 0.0057 -0.0113
O 0.0205 -0.0261 0.0368
O -0.0041 0.0011 -0.0107
O 0.0232 0.0164 0.0292
O 0.0034 0.0034 -0.0032
O -0.0129 0.0052 -0.0124
O 0.0338 -0.0225 -0.0434
O 0.0054 -0.0069 -0.009
N 0.0128 -0.0524 -0.0945
O -0.0305 0.0361 -0.0481
O -0.0044 0.0103 -0.0214
Si -0.0009 0.0024 0.0076
Si 0.0033 0.0009 0.012
Si 0.0219 0.0092 0.0284
Si 0.0011 0.0011 0.0104
Si -0.0062 0.0088 0.0268
Si -0.005 0.0075 -0.0015
Si -0.0035 0.0007 0.0072
Si 0.0055 -0.0104 0.0034
Si 0.0018 0.0021 0.0027
Si 0.0086 -0.0081 0.0107
Si -0.0202 -0.0043 0.0433
Si -0.0344 0.003 0.0074
Si -0.0049 -0.0042 -0.0068
Si 0.0022 -0.0039 0.0118
Si 0 -0.0063 0.005
Si 0.0158 -0.0036 -0.0072
Si -0.0026 -0.0077 0.0046
Si 0.0006 0.0154 -0.0028
Si -0.0009 -0.0024 0.0035
Si -0.011 0.0037 0.0153
Si 0.0105 0.0041 -0.0148
Si 0.0078 0.0035 -0.0029
Si 0.0123 -0.0057 -0.0016
Si 0.009 -0.0178 0.0223
Si -0.0095 0.0068 -0.0149
Si -0.0052 0.0032 0.0017
Si 0.0087 0.0112 0.0365
Si 0.0218 0.0192 -0.0132
Si 0 0.0064 0.0091
Si 0.0104 -0.0034 -0.0035
Si -0.0283 0.0187 0.0102
Si -0.0045 -0.0051 0.0013
Si 0.0034 0.0106 -0.0002
Si -0.0022 0.0096 -0.0009
Si -0.0096 -0.0094 0.0076
Si -0.0142 0.0066 -0.0283
Si -0.0019 -0.0042 0.009
O 0.0024 0.0089 -0.0078
O -0.0051 -0.0007 -0.0096
O 0.0003 -0.002 -0.0065
O 0.0009 0.0011 0.006
O 0.0051 -0.0005 -0.0191
O 0.0165 0.0043 -0.0101
O 0.0013 -0.0003 -0.0081
O 0.0042 0.0025 -0.0089
O 0.0003 0.0033 -0.0258
O 0.0016 0.0003 -0.007
O 0.0024 -0.001 -0.0134
O 0.0253 0.0047 -0.0755
O -0.0027 -0.001 0.0018
O 0.0027 0.0028 0.0093
O -0.0114 0.0057 -0.008
O -0.0025 -0.0081 -0.0011
O -0.0108 0.0009 0.004
O -0.0137 -0.0132 0.0302
O -0.0135 0.0183 -0.0296
O 0.0075 0.0038 0.0015
O 0.001 -0.0016 -0.0093
O 0.0006 -0.0042 -0.0082
O -0.0004 0.0016 -0.009
O 0.0052 0.0061 -0.0126
O 0.0065 -0.0123 -0.0341
N -0.0397 -0.0057 0.022
O 0.0015 -0.006 -0.0047
O -0.0092 0.0172 -0.0301
O -0.0012 -0.0081 -0.0118
O 0.0048 -0.0121 0.0363
O 0.0001 -0.0016 -0.0101
O 0.0045 -0.0108 -0.0037
O 0.0114 -0.0091 -0.0161
N -0.0061 -0.0046 0.0935
O -0.0001 0.0036 -0.0085
O 0.0046 0.005 -0.0072
O 0.0023 0 -0.0073
O -0.0078 0.0121 -0.0029
O -0.0019 -0.0124 -0.0054
O 0.0021 0.0032 -0.0055
O -0.0002 -0.0088 -0.0135
O -0.0224 0.0136 -0.0534
O -0.0054 0.0107 0.0149
O 0.0015 0.0063 -0.0119
O -0.0013 -0.004 -0.0097
O 0.0025 -0.0026 -0.003
O 0.0035 -0.0106 0.0035
O 0.0028 0.0039 -0.0042
O -0.0004 -0.001 -0.0071
O 0.0044 0.0106 -0.0121
O 0.0028 -0.0016 -0.01
O 0.0005 0.003 -0.0069
O 0.0043 -0.0034 -0.0172
O 0.0001 -0.0002 -0.007
O -0.0154 -0.0047 0.0147
O -0.0035 0.0052 -0.009
O 0.0013 -0.0017 -0.0109
O -0.0123 0.0034 0.0405
O 0.001 -0.0054 -0.0063
O 0.0094 -0.0122 0.0029
O 0.0044 0.0014 -0.0129
O -0.001 0.0011 -0.0073
O -0.0103 0.0064 -0.0223
N -0.0054 -0.0183 -0.0309
O 0.0165 -0.0035 -0.0081

The program warned: the cutoff lies below the one the program advises for these potential files; the exchange-correlation potential is rough where the density is thin.
